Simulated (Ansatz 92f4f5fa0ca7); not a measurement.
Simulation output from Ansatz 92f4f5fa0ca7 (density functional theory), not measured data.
Periodic cell of 360 atoms, Si240O120, from a study of silicon, its oxide and their interface. The atomic structure is a simulated model.
Doubt: the cutoff is far below the 930 eV that the study's wrapper takes by default for these files, so forces and energies are approximate.
This geometry differs little from another in the collection (a relaxation step or a small displacement).

Settings: functional PBE; potential files Ansatz PAW; basis plane waves; wave-function cutoff 580 eV; density cutoff ratio 5; exchange-correlation grid ratio 1; k mesh 1 x 1 x 1, Gamma-centred; self-consistency stop 5e-08 eV per atom in the density residual; occupations fixed; spin none; net charge 0.

Cell vectors (angstrom)
a  11.6015  0  0
b  0  13.3963  0
c  0  0  41.1484

Atoms and the computed forces on them: element, x, y, z (angstrom), force x, y, z (eV/angstrom)
Si  0  2.2327  1.1851  -0.0275  -0.0051  -0.033
Si  3.8672  2.2327  1.1851  -0.0077  0.0146  0.0334
Si  7.7343  2.2327  1.1851  0.0094  -0.0853  -0.0334
Si  1.9336  5.5818  1.1851  0.018  0.0041  -0.0192
Si  5.8008  5.5818  1.1851  -0.0504  0.0012  -0.0129
Si  9.6679  5.5818  1.1851  -0.0012  -0.0717  0.0189
Si  0  8.9308  1.1851  0.0099  0.0415  0.0817
Si  3.8672  8.9308  1.1851  -0.0045  0.0662  0.0016
Si  7.7343  8.9308  1.1851  -0.0407  -0.0376  -0.0049
Si  1.9336  12.2799  1.1851  0.032  0.0256  0.048
Si  5.8008  12.2799  1.1851  -0.0027  -0.0055  0.0194
Si  9.6679  12.2799  1.1851  0.005  -0.0206  0.019
Si  1.9336  1.1164  1.9745  -0.1159  0.0216  -0.0193
Si  5.8008  1.1164  1.9745  0.1491  0.0601  -0.026
Si  9.6679  1.1164  1.9745  -0.0765  0.1481  0.0015
Si  0  4.4654  1.9745  -0.0691  0.0054  -0.0013
Si  3.8672  4.4654  1.9745  0.079  0.0052  0.0273
Si  7.7343  4.4654  1.9745  0.1278  0.1027  -0.0349
Si  1.9336  7.8145  1.9745  0.067  -0.1157  -0.0233
Si  5.8008  7.8145  1.9745  0.1333  -0.0815  0.0042
Si  9.6679  7.8145  1.9745  -0.1216  0.087  -0.0561
Si  0  11.1635  1.9745  -0.1698  -0.0086  -0.0047
Si  3.8672  11.1635  1.9745  0.0795  -0.0873  -0.0032
Si  7.7343  11.1635  1.9745  0.0419  -0.0015  -0.025
Si  1.9336  1.1164  4.3426  -0.2656  0.1149  -0.3093
Si  5.8008  1.1164  4.3426  0.357  0.116  -0.2397
Si  9.6679  1.1164  4.3426  -0.0947  0.3463  0.2131
Si  0  4.4654  4.3426  -0.2275  -0.0263  -0.0843
Si  3.8672  4.4654  4.3426  0.1636  0.0254  -0.2975
Si  7.7343  4.4654  4.3426  0.4275  0.2188  0.4915
Si  1.9336  7.8145  4.3426  0.177  -0.1727  -0.1737
Si  5.8008  7.8145  4.3426  0.3007  -0.116  0.1812
Si  9.6679  7.8145  4.3426  -0.2828  0.1762  0.7185
Si  0  11.1635  4.3426  -0.3764  0.0025  0.1752
Si  3.8672  11.1635  4.3426  0.2271  -0.1615  -0.3397
Si  7.7343  11.1635  4.3426  0.0882  -0.0771  0.3634
Si  0  0  36.8078  -0.2352  0.0729  0.2578
Si  3.8672  0  36.8078  0.1405  -0.263  -0.1548
Si  7.7343  0  36.8078  0.3256  -0.2196  -0.324
Si  1.9336  3.3491  36.8078  -0.452  -0.0153  0.2048
Si  5.8008  3.3491  36.8078  0.3771  0.0262  0.0205
Si  9.6679  3.3491  36.8078  -0.1784  -0.1332  -0.4453
Si  0  6.6981  36.8078  0.3128  -0.2157  0.3199
Si  3.8672  6.6981  36.8078  0.0661  0.3228  0.25
Si  7.7343  6.6981  36.8078  -0.5334  -0.327  -0.2258
Si  1.9336  10.0472  36.8078  0.2387  -0.0673  0.0002
Si  5.8008  10.0472  36.8078  0.1011  -0.0524  -0.5211
Si  9.6679  10.0472  36.8078  -0.4231  0.358  0.1591
Si  0  0  39.176  -0.0874  0.0492  0.0151
Si  3.8672  0  39.176  0.0734  -0.0814  0.0206
Si  7.7343  0  39.176  0.1519  -0.0834  0.0279
Si  1.9336  3.3491  39.176  -0.2124  0.0302  0.0068
Si  5.8008  3.3491  39.176  0.1344  0.0136  0.0055
Si  9.6679  3.3491  39.176  -0.1069  -0.1054  0.0171
Si  0  6.6981  39.176  0.1294  -0.0655  -0.0083
Si  3.8672  6.6981  39.176  0.0289  0.1277  0.0034
Si  7.7343  6.6981  39.176  -0.2053  -0.1386  0.0053
Si  1.9336  10.0472  39.176  0.0876  0.0175  0.0223
Si  5.8008  10.0472  39.176  0.0429  -0.0183  0.0261
Si  9.6679  10.0472  39.176  -0.2049  0.1215  0.0369
Si  0  2.2327  39.9654  0.0234  -0.0064  0.0414
Si  3.8672  2.2327  39.9654  0.0152  -0.0073  -0.1057
Si  7.7343  2.2327  39.9654  -0.0041  0.0718  0.0086
Si  1.9336  5.5818  39.9654  -0.0062  -0.0051  0.0505
Si  5.8008  5.5818  39.9654  0.026  0.0062  0.0446
Si  9.6679  5.5818  39.9654  0.0154  0.0683  -0.0866
Si  0  8.9308  39.9654  -0.0074  -0.0462  -0.0905
Si  3.8672  8.9308  39.9654  0.0019  -0.0634  0.029
Si  7.7343  8.9308  39.9654  0.0326  0.0454  -0.0138
Si  1.9336  12.2799  39.9654  -0.0344  -0.0241  -0.0268
Si  5.8008  12.2799  39.9654  0.0123  0.0147  -0.0433
Si  9.6679  12.2799  39.9654  -0.0098  0.0131  0.0683
Si  -4.2947  6.3447  23.7134  -0.0965  -0.0432  0.1204
Si  1.1652  0.6138  29.6032  -0.1131  -0.1107  -0.1971
Si  7.653  3.6466  28.2203  -0.0574  -0.1419  -0.2913
Si  -2.7953  7.6964  31.0165  0.053  -0.0609  0.0417
Si  4.3317  4.9122  30.8698  -0.0214  0.0119  -0.3069
Si  9.4554  5.7735  32.6897  -0.2018  0.1526  0.1721
Si  4.5568  6.6625  29.3217  0.1468  -0.2542  0.0965
Si  -1.024  11.3208  30.4427  0.0444  -0.1  0.2759
Si  9.7477  12.1205  32.6717  -0.0543  -0.1008  -0.1562
Si  3.7443  8.8494  32.5961  0.0466  -0.0519  0.0021
Si  9.1447  10.545  24.4202  0.0148  0.0794  0.0329
Si  8.2894  14.9411  30.2318  -0.1801  -0.026  0.1566
Si  1.4342  2.6785  30.7574  0.1042  -0.0421  -0.0285
Si  3.8845  2.4626  30.8862  -0.0442  0.0333  -0.0777
Si  10.6873  -0.1679  28.8363  0.2429  -0.1244  0.02
Si  1.0204  8.479  24.1806  0.0029  -0.0007  0.0383
Si  3.1602  -0.4485  29.0036  -0.0203  0.4092  -0.3771
Si  5.065  10.8579  25.7894  0.0542  0.135  -0.0445
Si  -4.5649  11.0404  28.3608  0.1022  0.0068  0.0265
Si  6.9868  14.4542  27.1123  -0.1618  0.1611  -0.1408
Si  3.1686  8.5393  30.1546  0.1461  -0.2494  0.263
Si  -0.4313  12.5913  25.7495  -0.0754  -0.0621  0.2569
Si  9.1468  18.8555  26.2335  -0.0016  0.0026  -0.0915
Si  10.6575  14.4477  23.2336  -0.097  -0.0295  0.176
Si  4.8584  0.1591  30.5337  -0.0923  0.1219  0.139
Si  3.9298  2.2117  33.1794  0.0893  0.0521  0.1233
Si  7.8654  2.0767  32.6647  0.0672  -0.052  -0.1822
Si  1.8071  5.5183  33.0035  -0.0682  0.0128  0.0915
Si  5.5646  5.4407  32.8546  -0.0265  0.0024  0.0673
Si  10.8865  8.8219  30.7213  -0.1803  0.1302  0.0726
Si  -0.1093  8.8527  33.0188  0.1278  0.0366  -0.0234
Si  2.547  10.6473  29.1245  -0.3611  0.2266  -0.0586
Si  7.7571  8.8084  32.8616  -0.0893  -0.0204  0.0457
Si  1.2071  11.9096  30.7889  0.1546  -0.0781  0.2172
Si  1.862  18.5814  30.6841  0.016  0.0351  0.0267
Si  13.4595  12.1846  33.0137  -0.1891  -0.0149  -0.0275
Si  1.9616  1.0646  33.7571  0.1358  -0.099  0.1198
Si  5.9208  1.0789  33.6997  -0.0417  0.0669  0.0228
Si  9.8165  1.0316  33.4706  0.1229  -0.0832  -0.0118
Si  -0.1983  4.516  33.6183  -0.0075  0.0492  -0.0011
Si  3.7281  4.4369  33.8805  -0.0746  -0.0217  0.2079
Si  7.6549  4.3829  33.4247  -0.0982  0.0735  -0.0023
Si  1.8985  7.785  33.6447  -0.0356  -0.0193  0.0039
Si  5.7045  7.7446  33.4891  0.0863  -0.0146  0.0019
Si  9.5869  7.7789  33.9188  0.0457  0.0803  0.0144
Si  -0.0615  11.0788  33.7964  0.0758  0.0131  -0.0167
Si  3.8485  11.0821  33.5423  -0.057  -0.0058  0.0298
Si  7.6616  11.165  33.3817  0.0423  -0.0533  -0.0707
Si  1.9308  1.1043  36.086  0.0468  -0.009  -0.0634
Si  5.8234  1.1135  36.0479  0.046  0.0003  0.0244
Si  9.6887  1.1033  35.9285  0.0688  -0.0152  0.0167
Si  -0.0351  4.473  35.996  -0.1238  0.0244  0.0813
Si  3.8578  4.4673  36.1673  -0.0479  -0.0381  -0.0534
Si  7.7308  4.4549  35.8995  0.0101  -0.0392  0.0483
Si  1.9349  7.8152  36.019  -0.0084  -0.0057  -0.0468
Si  5.7839  7.8153  35.9331  -0.0174  -0.0129  0.0144
Si  9.6691  7.8087  36.1954  0.0497  -0.0088  -0.0528
Si  -0.0068  11.1587  36.1079  -0.0549  -0.062  -0.005
Si  3.8756  11.1434  35.9601  -0.0112  -0.0262  0.0534
Si  7.7178  11.1691  35.8847  -0.093  0.0268  0.0505
Si  -0.0182  0.0073  5.1102  -0.0386  0.0211  -0.019
Si  3.8706  0.0089  4.9892  0.0194  0.0376  0.081
Si  7.7397  -0.001  5.1584  -0.0107  -0.0201  -0.0463
Si  1.9351  3.3637  5.063  0.0508  0.0574  0.0234
Si  5.8211  3.359  5.1011  -0.0175  -0.0022  -0.021
Si  9.6943  3.3679  5.2631  0.0481  0.0236  0.0049
Si  0.0021  6.7024  5.0988  -0.0084  0.0351  -0.0598
Si  3.8908  6.6871  5.1226  0.0111  -0.0575  -0.0252
Si  7.7395  6.6938  5.2826  -0.0213  -0.025  -0.0682
Si  1.9334  10.0479  5.0332  -0.0339  -0.0182  0.0296
Si  5.8009  10.0326  5.1433  -0.0196  -0.0956  -0.0249
Si  9.6516  10.0652  5.2731  -0.0331  0.0283  -0.0513
Si  -0.057  0.0693  7.4638  0.0176  -0.0123  -0.0257
Si  3.8857  0.0419  7.2827  -0.0015  0.0468  -0.0324
Si  7.7678  0.0562  7.5445  -0.0777  -0.0757  0.1633
Si  2.0248  3.4245  7.3831  -0.0288  -0.0125  -0.0874
Si  5.9357  3.4102  7.4491  0.058  -0.0341  0.0953
Si  9.8562  3.4555  7.7654  0.0583  -0.0728  -0.057
Si  0.0617  6.7986  7.4385  0.0428  0.0559  -0.0386
Si  3.9834  6.6633  7.4829  0.0239  0.0601  -0.0137
Si  7.7957  6.7097  7.8185  -0.0103  -0.0376  0.0873
Si  1.9234  10.035  7.3415  -0.0105  0.0823  -0.1135
Si  5.7723  9.9915  7.5206  -0.0475  0.0712  -0.1137
Si  9.5736  10.162  7.786  0.0075  -0.0112  0.028
Si  0.2746  2.2369  8.3766  0.1063  0.0429  -0.0237
Si  -0.0813  1.8142  13.9543  -0.0259  -0.1047  -0.4126
Si  7.8803  1.8752  10.6816  -0.1466  0.2099  0.0503
Si  7.3721  3.7936  12.1273  0.1646  -0.275  -0.0731
Si  3.5255  5.5485  12.1304  -0.275  -0.1408  -0.2697
Si  13.2362  1.7662  10.3629  0.0194  -0.0024  -0.0812
Si  0.0117  9.0406  8.2489  0.1031  0.1214  0.0311
Si  3.7852  8.8956  8.2024  -0.0444  -0.0355  -0.0143
Si  4.5878  9.0293  12.0432  -0.1069  -0.1128  0.1442
Si  1.9165  12.2968  7.8938  -0.042  0.0039  0.0259
Si  5.7533  12.2609  8.1181  -0.0753  -0.0969  -0.0787
Si  9.6706  12.4754  8.5645  0.0604  0.1094  0.007
Si  3.982  2.5371  10.3565  -0.0394  0.1351  -0.0385
Si  4.6977  -0.9943  10.1826  -0.0911  -0.1715  -0.151
Si  11.8202  0.7  11.9315  0.1531  -0.036  0.0731
Si  -0.4236  0.2195  16.6424  -0.0992  0.0055  -0.2971
Si  5.8179  5.4893  8.554  -0.0076  -0.0528  0.0045
Si  7.6006  8.9585  8.6184  -0.0374  0.0582  0.0459
Si  -1.9713  13.5466  10.9013  -0.0007  -0.3881  0.0948
Si  8.8172  11.0489  12.5428  0.1356  0.0507  0.1525
Si  8.6938  9.6775  15.2242  -0.0044  -0.0254  0.0369
Si  2.4018  12.9123  10.0284  0.0141  0.0752  -0.172
Si  7.1379  7.1589  15.0446  -0.2276  0.1449  -0.0463
Si  12.2662  8.699  10.4899  -0.2488  0.3344  -0.0765
Si  2.0026  5.656  8.2095  0.101  -0.0898  0.0284
Si  9.9068  5.7622  8.6056  0.0136  -0.0105  0.025
Si  6.9481  -4.4108  11.0711  0.1184  -0.008  -0.0837
Si  5.258  4.5333  10.8716  0.0219  0.0112  -0.1768
Si  5.0687  -0.0722  12.873  0.1715  0.1692  -0.1664
Si  6.8159  -1.0477  17.7875  0.0447  -0.0314  -0.1449
Si  -3.7641  2.3057  8.3425  0.0964  0.1113  0.0583
Si  1.9265  6.1861  10.5219  0.2962  -0.2538  -0.0823
Si  11.8183  10.1568  12.2778  0.2892  -0.0626  -0.1567
Si  5.6733  14.392  10.923  -0.2058  -0.1383  0.0583
Si  2.4029  17.2106  14.3743  -0.1488  -0.0209  -0.1271
Si  3.0241  8.3737  10.3685  -0.0287  -0.1013  -0.0231
O  19.6806  8.2094  27.7605  0.0462  0.0582  -0.1582
O  10.2479  20.11  12.1301  -0.2568  -0.0289  0.1024
O  -1.5503  4.2841  25.5692  0.0239  -0.0026  -0.0491
O  1.4201  8.6724  18.9634  0.0152  0.0278  0.06
O  -8.9936  2.5851  23.0508  -0.0689  0.022  -0.064
O  18.0161  -0.2889  13.7855  0.2867  0.0032  0.4104
O  -3.3054  5.1013  11.7574  -0.064  -0.0515  -0.0628
O  4.0118  14.3629  13.6  -0.1707  0.1007  0.2577
O  -2.4549  17.1109  21.2824  0.0571  -0.0448  -0.0379
O  -14.907  -1.343  18.4325  0.0372  0.0107  0.0127
O  -2.67  12.6089  12.1109  -0.0203  0.1164  -0.1635
O  -4.357  6.6168  16.5869  0.0481  -0.0583  0.0126
O  13.795  21.1022  23.3529  -0.0013  -0.0176  -0.0672
O  -7.7542  -17.0375  18.8613  -0.0964  0.0249  -0.0003
O  15.1233  -2.2657  26.1337  0.0035  0.0432  -0.0741
O  -0.0273  13.1489  20.0294  0.0929  0.2162  0.0338
O  5.3875  4.5945  25.9476  0.0376  0.04  0.0382
O  20.3691  9.3076  25.4202  -0.0088  0.0062  0.0596
O  -12.8224  12.2135  16.5895  0.0045  0.0046  0.0666
O  6.9794  13.869  23.4183  0.0352  0.0113  -0.0744
O  -1.6916  8.5975  20.7371  -0.0051  -0.0493  -0.04
O  31.4218  -6.2358  19.0621  0.013  -0.016  0.0066
O  -9.9476  11.1763  19.5532  -0.0044  0.0526  -0.0039
O  4.1269  5.8172  27.936  -0.0085  0.0233  -0.1926
Si  9.5605  11.3252  17.6781  -0.1206  0.0322  -0.0684
Si  4.96  14.6856  18.9622  0.1661  -0.0776  -0.0745
Si  3.8188  15.2245  23.8248  0.0963  0.1141  0.1714
Si  -4.2588  8.253  29.236  0.2555  -0.3384  0.0565
Si  1.9535  10.778  26.1875  -0.0558  0.0641  0.0611
Si  2.426  9.7457  19.646  0.0539  -0.136  -0.0486
Si  11.6966  11.5237  19.9264  -0.1005  -0.2183  -0.0275
Si  6.8577  0.4559  15.167  -0.0842  -0.1935  -0.3306
Si  6.0365  11.2392  21.3606  0.0606  -0.0621  -0.0008
Si  -0.7905  17.3532  24.1764  -0.0078  0.003  0.1561
Si  11.3721  7.6164  26.9058  0.0447  0.052  0.1092
Si  -6.1237  17.6419  19.4663  0.131  0.0643  -0.067
Si  9.7216  2.7824  17.734  -0.072  -0.0891  -0.2249
Si  -4.7407  6.91  18.1617  -0.0058  0.0745  -0.0547
Si  1.8022  20.0124  15.5103  0.0637  0.1407  -0.1976
Si  10.5292  9.5005  21.9572  -0.0497  -0.0759  0.0736
Si  3.9354  0.1366  21.4278  0.1448  0.0077  0.1449
Si  5.47  9.7695  18.7427  0.0945  0.0695  0.0081
Si  -0.4947  6.6059  10.6834  0.198  0.0575  0.081
Si  -1.8632  7.3518  19.6709  -0.0397  0.1353  -0.0299
Si  -0.0724  22.0754  14.9504  0.0277  0.0143  -0.1336
Si  5.6477  8.9452  23.4431  0.0247  -0.0489  0.0044
Si  13.1676  25.4532  12.0321  -0.0016  -0.1931  -0.0985
Si  2.3282  14.4153  17.3997  0.1344  -0.0763  -0.3172
Si  0.9027  3.0344  19.0872  0.0343  0.2941  -0.4109
Si  17.2278  12.3885  32.6495  -0.0146  0.1123  0.0474
Si  3.0517  7.9427  21.978  0.0169  0.0846  0.1385
Si  4.7921  17.7966  27.4434  -0.1061  0.0226  -0.0104
Si  9.4859  18.6164  21.7993  -0.0885  0.1464  0.1455
Si  -4.8411  13.3573  29.1821  0.1481  -0.1397  -0.1102
Si  0.572  21.4295  17.7612  -0.007  0.0404  -0.18
Si  -2.826  16.2174  14.7871  0.0452  -0.1755  -0.171
Si  -2.5785  9.3351  27.0379  -0.1687  -0.1263  0.0217
Si  2.1496  30.8837  23.4815  0.1038  -0.0356  0.1862
Si  -10.7069  14.3845  20.6645  0.0156  -0.3532  0.3809
Si  -3.5599  2.9418  20.384  -0.0696  -0.0067  0.0152
Si  1.0592  7.4097  29.7628  -0.0507  -0.0698  -0.2928
Si  7.001  12.8271  24.6756  0.1073  0.0182  0.1753
Si  4.9703  4.4345  24.3919  -0.0098  -0.0386  -0.0248
Si  15.5357  11.3514  12.2413  0.0872  0.0744  0.0138
Si  11.7829  15.6994  32.83  -0.0014  0.0746  -0.1035
Si  2.6416  5.1479  20.6666  0.0929  0.0711  0.2033
Si  -7.4823  15.0376  15.0773  0.1426  -0.1431  -0.3892
Si  -2.9577  6.5357  12.4496  0.2847  0.0173  0.0669
Si  7.8908  0.2489  22.064  -0.0929  -0.0779  0.1362
Si  3.9753  2.2853  8.041  -0.0492  -0.0334  0.1166
Si  4.0069  1.6686  26.7685  0.1156  -0.2456  0.0855
Si  4.24  7.2341  13.6829  0.0033  0.2445  -0.0809
O  -3.8403  7.7041  11.7328  -0.133  0.0214  -0.0163
O  -5.6297  18.8021  23.5707  -0.03  -0.0293  -0.0097
O  -18.6019  12.0437  21.197  -0.1145  0.0688  -0.0032
O  -9.8606  23.5514  27.7056  -0.0282  0.0294  0.1124
O  1.7998  15.9152  17.7834  -0.1363  0.0517  0.2545
O  6.0655  17.4089  28.3991  0.1046  -0.097  0.0523
O  26.769  14.046  18.389  -0.1285  0.0029  0.0358
O  7.6637  16.9419  13.7938  -0.178  0.0925  -0.2225
O  1.0284  13.4186  17.3915  0.0976  0.0687  0.1414
O  -12.1768  3.4902  18.4528  0.192  0.0127  0.1316
O  3.3831  -8.5494  24.2605  -0.0706  -0.0139  -0.0613
O  -0.1838  0.6718  15.106  -0.0537  -0.0898  0.3223
O  -8.4678  7.4005  14.9296  0.0931  -0.0438  -0.0351
O  -8.7255  6.7743  20.8308  -0.0231  -0.1077  -0.0711
O  16.6955  2.8793  23.8723  -0.0225  -0.0322  -0.0415
O  0.295  -4.3138  16.508  0.0067  -0.0045  0.0746
O  17.1338  25.619  25.012  -0.0782  -0.0939  -0.0356
O  17.5261  10.7192  27.1766  -0.0303  0.1243  0.0359
O  -16.3176  7.9144  23.6724  -0.0196  0.0377  -0.0237
O  -2.4704  3.4172  16.305  0.0438  0.0356  0.1186
O  16.1808  8.1177  22.5242  -0.055  -0.0274  -0.0412
O  1.5171  20.2586  17.1008  -0.0025  -0.0464  0.0958
O  9.4509  0.1616  22.5673  0.0497  0.0156  -0.0443
O  19.5381  2.3852  27.2155  -0.0271  0.0919  0.0716
O  -1.3998  1.2552  17.4279  0.0195  0.0692  0.1401
O  3.7779  3.2235  15.0311  0.0024  0.0526  0.0854
O  10.6333  -2.4856  18.8312  0.0713  0.0503  0.0551
O  4.8299  28.0174  20.5892  -0.0769  -0.0016  -0.0196
O  10.5437  -8.3134  23.0249  0.0003  -0.0018  -0.0981
O  -1.6813  8.6948  14.7831  -0.0833  -0.0181  0.0267
O  -3.0985  16.2032  18.8185  0.0559  -0.0036  0.0009
O  12.086  20.9751  25.432  0.0178  0.0256  -0.0317
O  -12.778  11.2845  25.1102  0.0239  0.0056  -0.0357
O  -0.8385  7.4997  18.3995  0.0115  -0.0426  0.0255
O  7.7863  14.8602  20.9997  -0.0107  0.0425  -0.0245
O  -4.9161  3.8339  20.475  -0.0196  -0.0143  0.0259
O  -3.4252  16.5285  29.6825  -0.0636  -0.0788  0.1539
O  -8.8637  -9.1245  12.8623  0.0819  -0.0493  0.1809
O  8.9207  -3.2882  16.7873  -0.0101  -0.0269  -0.0179
O  -1.4076  10.2983  12.0925  -0.2507  0.1322  0.1405
O  0.2079  14.7026  22.1163  0.1063  0.0045  -0.1425
O  -3.3708  -12.1023  15.0051  0.0159  0.0916  0.061
O  2.6224  22.7225  21.2155  -0.0011  0.0374  -0.0183
O  14.5642  14.2922  15.918  -0.1404  -0.031  0.2693
O  -7.4854  0.4618  23.0168  -0.0666  -0.0078  -0.0795
O  -29.6071  2.8754  18.5493  -0.0333  -0.032  0.0066
O  11.4871  -4.676  23.0302  0.0129  -0.0058  -0.0129
O  23.7053  33.9653  14.676  -0.0072  0.0138  0.0866
O  32.517  -3.3592  22.8905  0.0299  0.0082  -0.0084
O  7.3067  12.2795  21.36  0.018  0.0487  -0.0159
O  -2.9817  10.924  14.1688  -0.0186  0.0098  -0.0565
O  -14.8022  -8.4734  27.5775  0.0132  0.0613  0.0589
O  1.8923  4.8245  22.0758  -0.0215  -0.0044  -0.1886
O  19.5276  -1.825  24.319  0.0015  -0.0283  -0.0537
O  -3.3987  19.4352  22.3867  0.0671  -0.0363  -0.083
O  5.8748  -15.7853  17.7483  -0.0286  -0.0214  0.0513
O  -0.9818  9.0445  27.28  0.1  0.0453  0.0059
O  6.1529  0.2596  18.5067  -0.0864  0.0969  0.0616
O  5.9692  21.6873  18.2537  -0.0155  -0.0103  0.012
O  -5.6244  32.3916  18.6549  -0.0553  -0.1008  0.0428
O  -14.6615  -2.6225  27.6855  0.0046  0.1816  0.0427
O  15.3154  3.1423  27.4639  -0.0127  0.0208  -0.0024
O  10.1797  16.1641  13.9432  -0.1178  0.0997  0.1672
O  -21.9836  2.7192  14.3003  0.1433  0.1391  0.1387
O  1.1008  25.5553  26.079  0.1073  -0.0521  -0.0727
O  -9.2274  13.7013  20.9864  -0.1739  0.0715  -0.1099
O  13.5211  -8.3663  15.313  -0.0063  -0.0769  0.1119
O  -4.7753  -3.5711  29.4855  0.0364  0.1243  -0.0187
O  27.342  4.5603  20.3484  -0.1012  -0.0005  -0.0032
O  -1.4438  -6.8294  26.8107  -0.0394  -0.0736  -0.0128
O  3.2677  14.9342  25.3306  -0.0632  0.0233  -0.0846
O  5.1429  9.4721  24.9146  0.0178  0.0199  0.0127
O  17.2745  -6.5658  14.399  0.047  -0.0766  0.1407
O  -13.4931  14.3679  29.5594  0.0811  -0.0206  0.0297
O  -17.0202  36.9451  20.1565  -0.0061  0.0014  0.0144
O  -9.9804  4.4498  19.5828  -0.1244  -0.1171  -0.0542
O  17.6905  7.2283  29.1325  -0.1149  0.0631  -0.0376
O  -5.5348  10.3214  22.6912  -0.0309  0.0309  0.002
O  -7.987  0.365  27.6238  0.2375  0.0578  -0.0062
O  -13.0862  6.0234  20.535  0.0585  -0.1033  0.0091
O  0.582  9.6812  13.8398  -0.0774  0.0823  -0.1177
O  11.3326  10.7746  21.3354  0.0632  0.1028  -0.0313
O  -17.5731  14.8272  15.6551  -0.0538  0.1667  0.2037
O  7.5865  23.7581  11.7302  -0.1834  0.0762  0.0053
O  0.8261  3.9965  24.4202  0.0083  0.0108  -0.0481
O  -3.9147  13.5123  25.9834  0.0107  -0.0721  -0.0591
O  -10.0291  9.8377  24.9056  0.0216  0.0276  0.0358
O  12.4153  -6.1719  28.0974  0.0323  0.0661  0.1796
O  -3.4955  19.4265  25.1057  0.052  -0.0039  0.0352
O  -0.4038  0.3357  24.5975  0.0167  0.0783  -0.1552
O  7.3306  22.1865  15.0908  0.0264  0.0197  -0.0214
O  8.266  -20.2978  14.0494  0.089  -0.0185  0.0414
O  7.094  12.6718  16.2273  0.0178  -0.0119  0.1258
O  10.5083  13.0947  27.1813  -0.0884  0.0187  -0.0103
O  5.6006  28.4059  26.4575  -0.0529  -0.0327  0.0063
O  10.1876  2.5301  23.713  -0.0032  -0.0102  -0.0631

Results
free energy: -220802.938 eV
free energy less fixed offsets of O -568.88, Si -635.61 eV per atom: 9.062 eV

The program warned: the cutoff lies below the one the program advises for these potential files; the exchange-correlation potential is rough where the density is thin.
